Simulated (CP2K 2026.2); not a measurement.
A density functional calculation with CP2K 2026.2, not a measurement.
Periodic cell of 504 atoms, Si360O144, from a study of silicon, its oxide and their interface. The atomic structure is a simulated model.
Doubt: the forces sum to 1.88 eV/angstrom along one axis rather than to zero, so they err by at least 0.0037 eV/angstrom per atom on average; the grid cutoff is modest.

Settings
functional: PBE
method: Gaussian and plane waves
basis set: DZVP-MOLOPT-SR-GTH
pseudopotentials: GTH-PBE
grid cutoff: 300 Ry, relative cutoff 40 Ry
k points: Gamma only
occupations: fixed
spin: none
net charge: 0

Cell vectors (angstrom)
a	16.32	0	0
b	0	16.32	0
c	0.5101	-6.0272	33.4224

Atoms and the computed forces on them: element, x, y, z (angstrom), force x, y, z (eV/angstrom)
Si	1.124	-1.15	-0.135	0.18	-0.19	0.724
Si	3.769	1.757	0.088	0.08	-0.22	0.771
Si	1.561	4.025	0.002	-0.297	0.146	0.666
Si	3.803	7.113	0.188	0.093	-0.064	0.763
Si	1.576	-7.055	0.183	-0.04	0.138	0.73
Si	4.295	-4.324	-0.035	-0.156	0.131	0.745
Si	7.054	-1.719	0.127	0.009	0.127	0.751
Si	9.336	1.586	-0.029	0.12	-0.198	0.734
Si	7.061	3.715	0.221	-0.006	0.099	0.778
Si	9.717	6.383	0.113	-0.016	0.23	0.784
Si	6.552	9.802	-0.099	0.205	-0.145	0.751
Si	-6.957	-3.802	0.043	0.097	-0.221	0.725
Si	-3.819	-1.522	-0.054	-0.195	0.114	0.74
Si	-1.098	1.074	-0.051	-0.063	0.204	0.748
Si	-4.37	4.24	0.158	0.202	-0.014	0.71
Si	-1.556	7.154	0.184	0.014	-0.233	0.74
Si	-3.768	-6.987	0.157	-0.26	0.018	0.742
Si	-1.677	-3.824	0.041	0.16	-0.063	0.751
Si	2.674	0.02	1.241	-0.014	0.012	-0.053
Si	5.423	2.664	1.482	-0.006	-0.003	-0.033
Si	2.68	5.501	1.44	0.017	-0.012	-0.027
Si	5.466	8.253	1.35	0.007	0.008	-0.066
Si	2.768	-5.44	1.374	0.02	-0.02	-0.06
Si	5.44	-2.816	1.384	0.001	-0.019	-0.043
Si	8.181	-0.015	1.291	-0.015	0.001	-0.033
Si	-5.507	2.689	1.452	-0.018	0.003	-0.058
Si	8.184	5.325	1.508	0.012	0.002	-0.066
Si	-5.456	8.113	1.276	-0.013	-0.002	-0.066
Si	8.158	-5.429	1.267	-0.007	0.004	-0.064
Si	-5.4	-2.639	1.328	0.025	0.002	-0.03
Si	-2.66	-0.02	1.327	0.011	-0.005	-0.054
Si	0.001	2.738	1.239	-0.015	0.009	-0.046
Si	-2.739	5.465	1.339	0.021	-0.028	-0.059
Si	0.001	8.207	1.546	0.012	0.015	-0.045
Si	-2.7	-5.393	1.472	0.001	0	-0.038
Si	-0.016	-2.689	1.271	-0.012	0.024	-0.048
Si	1.342	1.378	2.664	-0.011	-0.021	0.028
Si	4.091	4.13	2.757	-0.012	0.008	0.027
Si	1.319	6.782	2.842	0.004	-0.006	0.034
Si	4.116	9.552	2.78	0	-0.007	0.036
Si	1.356	-4.052	2.647	-0.014	-0.009	0.009
Si	4.057	-1.354	2.62	-0.001	0.012	-0.001
Si	6.788	1.254	2.745	0.02	-0.012	0.028
Si	9.513	4.008	2.889	0.006	0.009	0.031
Si	6.795	6.814	2.691	-0.016	-0.012	0.005
Si	9.505	-6.821	2.624	0.012	0.02	0.012
Si	6.817	-4.136	2.746	0.013	-0.009	0.028
Si	-6.762	-1.309	2.703	-0.002	0	0.033
Si	-4.053	1.331	2.686	0.006	-0.001	0.005
Si	-1.366	4.069	2.647	0.016	0.004	0.006
Si	-4.102	6.801	2.728	-0.014	0.011	0.022
Si	-1.327	-6.707	2.842	-0.019	-0.016	0.017
Si	-4.127	-4.052	2.739	-0.015	0.003	0.022
Si	-1.339	-1.369	2.724	0.009	0.001	0.034
Si	0.007	0.02	4.064	-0.003	0.011	-0.009
Si	2.712	2.721	4.056	0.006	-0.019	-0.029
Si	-0.046	5.39	4.11	0.002	-0.013	-0.004
Si	2.734	8.171	4.115	0.006	0.01	-0.019
Si	0.053	-5.366	4.127	0.013	0.012	0.024
Si	2.71	-2.697	4.019	0.009	-0.003	-0.014
Si	5.41	-0.069	4.073	0.003	-0.004	0.016
Si	8.111	2.642	4.142	-0.002	0.012	0.009
Si	5.447	5.481	4.098	0.004	-0.006	0.013
Si	8.169	-8.157	4.045	-0.006	0.008	-0.009
Si	5.465	-5.441	4.147	0.004	0	-0.008
Si	8.183	-2.714	4.043	-0.023	-0.001	-0.011
Si	-5.411	0.008	4.088	-0.017	0.001	-0.006
Si	-2.711	2.719	4.04	0.003	0.008	-0.007
Si	-5.421	5.438	4.134	-0.011	-0.008	-0.014
Si	-2.736	8.177	4.089	0.004	-0.005	-0.032
Si	-5.483	-5.456	4.044	-0.012	0.003	-0.002
Si	-2.721	-2.716	4.083	0.019	0.002	-0.026
Si	1.348	-1.348	16.338	-0.001	-0.005	-0.007
Si	4.08	1.328	16.32	-0.001	-0.003	-0.003
Si	1.356	4.06	16.273	0.011	0.001	-0.017
Si	4.11	6.809	16.261	-0.012	0.006	-0.019
Si	1.372	-6.78	16.253	0.015	0	-0.015
Si	4.118	-4.055	16.316	0.003	-0.009	-0.014
Si	6.822	-1.342	16.335	-0.012	0.012	-0.009
Si	-6.809	1.336	16.357	-0.005	0.006	-0.008
Si	6.833	4.064	16.332	-0.008	0.025	-0.007
Si	-6.783	6.78	16.3	0.009	0.006	-0.013
Si	6.82	-6.758	16.315	0.018	0.006	0
Si	-6.789	-4.05	16.349	0.004	0.006	-0.006
Si	-4.117	-1.363	16.375	-0.008	-0.014	-0.005
Si	-1.401	1.319	16.333	-0.003	-0.007	-0.006
Si	-4.103	4.039	16.316	-0.008	-0.007	-0.017
Si	-1.371	6.794	16.288	-0.001	-0.002	-0.005
Si	-4.087	9.526	16.32	0	-0.007	0.002
Si	-1.385	-4.058	16.318	-0.002	-0.001	-0.007
Si	2.717	-0.009	17.72	0.004	0.002	-0.01
Si	5.472	2.669	17.65	0.001	-0.004	0.005
Si	2.723	5.455	17.574	-0.009	-0.009	-0.005
Si	5.483	8.151	17.625	-0.016	-0.011	0.006
Si	2.742	-5.436	17.611	-0.012	0.019	-0.002
Si	5.466	-2.679	17.698	0.014	-0.001	-0.007
Si	8.2	-0.052	17.75	0.007	-0.001	0.006
Si	-5.487	2.721	17.72	-0.005	-0.005	-0.012
Si	8.232	5.406	17.694	0.012	-0.027	-0.012
Si	-5.444	8.144	17.66	-0.012	-0.014	0.021
Si	8.145	-5.365	17.703	-0.001	-0.013	0.005
Si	-5.465	-2.712	17.782	-0.022	0.011	0.006
Si	-2.778	-0.006	17.747	0.013	0.014	0.02
Si	0.016	2.667	17.624	0.016	0.01	-0.014
Si	-2.722	5.397	17.628	-0.001	-0.002	0
Si	0.004	-8.13	17.59	0.019	-0.005	-0.002
Si	-2.76	-5.4	17.679	-0.009	0.004	0
Si	-0.051	-2.684	17.683	0.012	0.003	0.003
Si	1.31	1.326	19.062	0.006	-0.011	-0.032
Si	4.064	4.064	18.889	0.007	-0.018	-0.034
Si	1.385	6.845	18.912	0.008	0.002	-0.036
Si	4.125	-6.794	18.944	-0.019	-0.014	-0.023
Si	1.368	-4.066	18.935	0.001	0.009	-0.038
Si	4.1	-1.357	19.081	-0.025	0.01	-0.001
Si	6.855	1.341	19.056	-0.02	0.02	-0.031
Si	-6.79	4.06	19.169	-0.003	0.022	-0.002
Si	6.885	6.809	18.971	-0.019	0.03	-0.013
Si	-6.806	9.554	18.986	0.018	-0.019	-0.034
Si	6.843	-3.95	19.118	0.037	0.021	-0.024
Si	9.488	-1.414	19.236	-0.019	-0.015	-0.017
Si	-4.193	1.345	19.097	0.009	-0.019	-0.011
Si	-1.327	4.029	18.943	-0.01	0.026	-0.006
Si	-4.107	6.713	18.988	-0.042	0.002	-0.049
Si	-1.365	-6.782	18.939	0.012	-0.015	-0.009
Si	-4.089	-4.067	19.129	0.015	-0.009	-0.008
Si	-1.425	-1.369	19.118	-0.002	-0.038	-0.037
Si	-0.063	0.013	20.476	0.003	0.02	0.071
Si	2.693	2.747	20.297	-0.007	0.015	0.002
Si	0.027	5.462	20.221	-0.01	-0.007	0.04
Si	2.769	8.167	20.285	-0.005	-0.001	0.023
Si	-0.01	-5.418	20.264	0.004	0.017	0.039
Si	2.706	-2.747	20.364	-0.033	-0.013	0.07
Si	5.496	-0.006	20.418	0.022	-0.01	0.053
Si	8.17	2.666	20.525	0	-0.035	0.067
Si	5.521	5.369	20.175	-0.01	-0.003	0.05
Si	8.175	8.203	20.358	0.018	0.003	0.078
Si	5.444	-5.382	20.284	-0.004	-0.004	0.071
Si	8.135	-2.715	20.756	-0.001	0.001	0.043
Si	-5.501	-0.013	20.585	-0.003	0.02	0.045
Si	-2.745	2.733	20.301	0.005	0.027	0.059
Si	-5.407	5.419	20.532	0.04	0.014	0.064
Si	-2.705	-8.199	20.209	0.006	-0.017	0.045
Si	-5.471	-5.452	20.42	-0.038	0.004	0.049
Si	-2.764	-2.741	20.567	0.02	0.021	0.045
Si	1.115	-1.641	21.678	0.143	0.212	-0.76
Si	4.288	1.624	21.544	-0.093	-0.065	-0.725
Si	1.652	4.437	21.531	-0.322	-0.389	-0.554
Si	4.053	6.588	21.439	0.131	0.338	-0.672
Si	1.533	-6.605	21.52	-0.139	-0.264	-0.71
Si	3.788	-4.41	21.622	0.22	0.27	-0.778
Si	6.903	-1.045	22.031	-0.099	-0.273	-0.7
Si	-7.076	1.105	21.97	0.163	0.149	-0.726
Si	6.483	3.827	21.654	0.204	0.059	-0.736
Si	-6.517	7.15	21.686	-0.096	-0.17	-0.759
Si	6.972	-6.516	21.608	-0.026	-0.188	-0.784
Si	9.327	-4.457	21.949	0.162	0.31	-0.73
Si	-3.904	-1.136	21.919	-0.218	-0.297	-0.68
Si	-1.733	1.182	21.699	0.325	0.139	-0.739
Si	-3.657	4.33	21.741	-0.373	-0.118	-0.699
Si	-1.506	6.626	21.523	0.174	0.144	-0.732
Si	-4.218	-7.073	21.541	-0.006	0.137	-0.749
Si	-1.062	-3.906	21.719	-0.293	-0.133	-0.798
Si	1.871	7.17	-4.993	-0.005	0.068	0.034
Si	6.228	5.654	-6.17	0.056	-0.079	-0.138
Si	-1.096	0.768	-5.733	0.107	0.112	-0.057
Si	-3.82	3.872	24.81	0.155	0.127	-0.079
Si	-0.405	5.312	-1.897	0.18	-0.054	-0.011
Si	-4.169	-0.916	24.933	-0.054	-0.032	-0.123
Si	-6.418	-7.078	25.9	0.033	-0.113	-0.014
Si	4.282	4.221	25.425	-0.082	-0.045	0.042
Si	0.115	-5.32	-2.034	0.106	0.087	0.116
Si	7.611	-8.055	-7.079	0.063	0.053	0.042
Si	3.927	0.87	-2.823	-0.113	0.101	0.005
Si	-1.377	-7.501	25.917	-0.049	-0.065	-0.15
Si	2.576	-2.064	-5.188	0.107	-0.118	0.004
Si	1.755	3.216	-5.438	-0.093	-0.032	0.096
Si	-0.29	1.695	24.201	-0.036	-0.038	-0.072
Si	-5.35	-4.739	24.623	-0.06	0.007	-0.091
Si	3.55	-3.887	24.57	0.079	0.057	-0.084
Si	-8.137	-5.476	-5.214	0.037	-0.073	0.028
Si	1.403	0.585	-4.355	0.084	-0.05	0.145
Si	-5.77	1.722	24.83	-0.07	-0.041	-0.114
Si	-5.23	-4.489	-4.803	-0.153	0.013	-0.025
Si	-6.267	-1.738	-4.571	0.024	0.049	-0.078
Si	2.392	-3.111	-2.285	-0.079	0.036	0.161
Si	-5.814	3.154	-6.361	0.073	0.017	-0.076
Si	3.76	1.194	25.716	-0.033	0.034	0.02
Si	-8.005	-7.112	-2.624	-0.083	-0.018	0.035
Si	6.46	1.522	-4.061	-0.026	-0.024	0.149
Si	7.163	4.367	24.613	-0.036	-0.077	-0.165
Si	2.187	0.448	23.516	0.022	-0.039	-0.123
Si	0.025	-6.653	-4.681	-0.048	-0.093	-0.111
Si	-1.173	3.639	26.228	-0.136	0.003	-0.032
Si	3.801	5.206	-4.257	-0.033	0.135	0.13
Si	5.584	8.071	23.752	0.058	-0.077	-0.058
Si	6.786	-0.144	-6.57	0.047	-0.124	0.24
Si	0.852	-3.272	25.568	-0.018	-0.14	0.028
Si	-5.518	-5.648	-1.962	-0.09	0.078	0.111
Si	-8.101	4.04	-4.367	-0.019	-0.049	0.094
Si	7.144	-2.721	-4.791	-0.048	-0.017	-0.064
Si	-3.231	-4.249	-7.126	0.043	0.08	-0.057
Si	5.445	-1.385	24.905	-0.051	-0.111	-0.225
Si	-3.561	2.106	-4.389	-0.135	-0.058	0.153
Si	1.907	5.36	24.135	-0.012	-0.076	-0.089
Si	4.524	-6.556	25.911	-0.148	-0.053	0.079
Si	1.719	-4.782	-6.417	0.125	-0.014	-0.089
Si	-8.108	6.406	-2.656	0.123	-0.102	0.021
Si	-7.887	6.89	24.527	-0.053	0.21	-0.112
Si	5.959	-1.069	-2.716	0.125	0.017	-0.064
Si	5.467	5.429	-1.894	0.076	0.034	0.201
Si	-5.236	0.224	-2.356	0.066	0.028	0.197
Si	-1.088	-1.002	25.74	0.075	0.089	0.028
Si	-2.658	-5.491	23.814	0.013	-0.007	-0.099
Si	-2.48	3.062	-1.88	-0.031	-0.057	0.059
Si	0.392	7.886	23.66	-0.016	-0.08	-0.128
Si	-0.271	5.092	-4.927	-0.065	-0.011	0.078
Si	1.367	-1.348	5.415	-0.003	0.007	0.004
Si	4.073	1.35	5.411	0.002	0.009	0.007
Si	1.35	4.053	5.447	0	0.012	0.007
Si	4.086	6.811	5.471	-0.008	0.005	0.01
Si	1.382	9.546	5.46	0.01	-0.002	0.014
Si	4.069	-4.051	5.424	0.003	0.004	0.004
Si	6.798	-1.395	5.428	0.005	-0.008	0.01
Si	9.529	1.333	5.467	0	-0.003	0.013
Si	6.782	4.076	5.448	0.002	-0.001	0.011
Si	9.514	6.811	5.441	0	0.001	0.006
Si	6.824	-6.82	5.458	-0.01	-0.013	0.01
Si	-6.808	12.235	5.424	-0.001	-0.006	-0.001
Si	-4.07	-1.359	5.447	0.002	-0.006	0.012
Si	-1.361	1.367	5.424	-0.009	-0.004	0.006
Si	-4.051	4.068	5.448	-0.002	-0.006	0.004
Si	-1.384	6.796	5.444	0.001	-0.007	0.002
Si	-4.105	-6.788	5.429	0.001	0.005	0.006
Si	-1.354	-4.048	5.46	-0.009	0.002	0.011
Si	2.722	0.001	6.789	0.004	-0.004	0.001
Si	5.419	2.713	6.793	-0.004	0.005	0.002
Si	2.711	5.432	6.798	0.008	-0.003	0.002
Si	5.454	-8.161	6.823	0.006	-0.003	0.006
Si	2.735	-5.417	6.812	-0.001	-0.006	-0.001
Si	5.436	-2.726	6.805	0.002	0.004	0.001
Si	8.154	-0.028	6.799	0.004	-0.008	-0.001
Si	10.888	2.717	6.802	-0.002	0.009	0.003
Si	8.158	5.437	6.795	-0.003	0.004	0.002
Si	-5.448	8.17	6.803	-0.002	0	-0.003
Si	-8.155	10.882	6.807	-0.002	-0.002	-0.002
Si	10.883	-2.732	6.788	-0.005	-0.001	-0.001
Si	-2.716	0.01	6.797	0.002	0.007	0.005
Si	-0.006	2.707	6.81	0.002	0	-0.004
Si	-2.718	5.436	6.821	0.002	-0.002	-0.004
Si	-0.002	8.164	6.786	0.003	0.002	-0.001
Si	-2.724	-5.436	6.787	0.007	-0.002	0.002
Si	0.008	-2.69	6.804	-0.008	0	0.001
Si	1.36	1.35	8.161	-0.008	-0.001	-0.002
Si	4.069	4.072	8.162	-0.009	-0.005	0
Si	1.357	6.804	8.154	0.001	-0.004	-0.005
Si	4.091	-6.788	8.166	0.012	0.005	-0.001
Si	1.359	-4.066	8.162	0.006	0.001	-0.007
Si	4.081	-1.354	8.157	0.003	0.005	-0.009
Si	6.795	1.355	8.146	0.01	0.015	-0.006
Si	9.524	4.081	8.153	0.004	0.008	0.001
Si	6.806	6.79	8.171	-0.011	0.003	-0.002
Si	-6.797	9.526	8.17	0.003	0.003	0
Si	6.795	-4.087	8.163	-0.013	-0.012	0
Si	9.519	-1.38	8.157	-0.011	-0.008	0.001
Si	-4.078	1.358	8.163	0.004	-0.003	-0.004
Si	-1.353	4.077	8.172	0.004	0.004	0.001
Si	-4.088	6.802	8.161	-0.001	-0.007	0.002
Si	-1.365	-6.8	8.148	-0.01	-0.009	-0.002
Si	-4.077	-4.081	8.156	0.002	-0.003	-0.001
Si	-1.357	-1.344	8.164	0.008	0.003	0
Si	0.001	0.002	9.529	0.004	0.006	-0.003
Si	2.714	2.713	9.523	-0.004	-0.001	-0.003
Si	0.006	5.442	9.524	0.004	0.002	-0.001
Si	2.721	-8.156	9.513	-0.001	-0.001	-0.006
Si	-0.005	-5.436	9.51	0	-0.001	-0.003
Si	2.721	-2.711	9.521	0	-0.002	0.002
Si	5.441	0.002	9.517	-0.009	-0.003	0
Si	8.16	2.715	9.505	0.001	0.006	0
Si	5.438	5.431	9.519	0.008	-0.005	0.001
Si	-8.155	8.158	9.524	-0.006	-0.001	0.002
Si	5.444	-5.439	9.532	0	-0.008	0.006
Si	8.157	-2.727	9.522	0.001	-0.01	-0.001
Si	-5.443	-0.01	9.512	0	0.006	-0.002
Si	-2.72	2.718	9.525	0.002	0.005	-0.002
Si	-5.443	5.439	9.52	-0.004	0.007	0.003
Si	-2.721	8.162	9.516	0.002	-0.003	-0.002
Si	-5.435	-5.435	9.524	0.003	-0.003	0
Si	-2.719	-2.717	9.513	0.001	0.003	-0.005
Si	1.358	-1.359	10.886	-0.004	0.003	0
Si	4.078	1.355	10.881	-0.002	0.018	0.001
Si	1.361	4.077	10.885	0	0	0
Si	4.081	-9.521	10.875	-0.001	0.002	-0.001
Si	1.358	-6.793	10.872	0.001	-0.005	-0.002
Si	4.082	-4.071	10.879	0.003	-0.004	-0.003
Si	6.8	-1.359	10.877	0.003	0.004	0.001
Si	9.516	1.353	10.868	-0.006	0.007	0
Si	6.805	4.075	10.874	-0.014	0	0.001
Si	-6.796	6.798	10.884	0.005	0.004	0.002
Si	-9.512	9.519	10.883	0	-0.001	0.001
Si	9.521	-4.079	10.883	0	-0.007	0.002
Si	-4.082	-1.364	10.876	0.007	-0.011	-0.001
Si	-1.363	1.359	10.885	0.008	0	0.002
Si	-4.085	4.076	10.879	0.002	0.007	0
Si	-1.361	6.8	10.877	0.002	-0.005	-0.002
Si	-4.078	9.523	10.881	-0.001	-0.004	0
Si	-1.362	-4.077	10.877	0.003	-0.004	0
Si	2.719	-0.003	12.245	0.001	-0.003	0.004
Si	5.448	2.712	12.232	0.003	0.003	-0.001
Si	2.73	5.433	12.239	-0.001	-0.004	-0.003
Si	5.447	-8.162	12.234	0.001	-0.001	-0.002
Si	2.716	-5.428	12.233	0.001	0.002	-0.002
Si	5.444	-2.716	12.24	-0.013	-0.009	0.003
Si	8.161	-0.001	12.239	0	0.003	0.003
Si	10.877	2.707	12.233	0.004	0.002	-0.001
Si	8.166	5.433	12.24	-0.002	0.004	0.002
Si	-5.438	8.162	12.241	0	-0.001	0.004
Si	-8.153	10.88	12.243	-0.002	-0.009	0.003
Si	10.876	-2.715	12.243	-0.003	-0.003	0.003
Si	-2.724	-0.007	12.238	0.002	0.008	-0.002
Si	-0.004	2.717	12.242	0	0.011	0.003
Si	-2.723	5.436	12.234	0.004	0.005	0
Si	-0.001	8.165	12.232	-0.001	-0.001	0.001
Si	-2.726	-5.431	12.24	0.003	-0.003	0
Si	-0.007	-2.717	12.242	0.008	0	0.005
Si	1.352	1.354	13.602	0.001	0.005	0.005
Si	4.099	4.071	13.596	0.005	-0.002	-0.004
Si	1.36	6.795	13.583	0.005	0.001	0.003
Si	4.091	-6.784	13.577	-0.009	-0.003	-0.004
Si	1.362	-4.064	13.601	-0.002	-0.007	0.002
Si	4.081	-1.363	13.603	0.004	0.004	0.005
Si	6.8	1.355	13.6	-0.019	0.013	-0.005
Si	9.521	4.06	13.598	0	0.005	0.007
Si	6.813	-9.516	13.596	-0.011	0.002	0.006
Si	-6.794	9.523	13.606	0.004	0.001	0.002
Si	6.816	-4.067	13.597	0.011	-0.008	-0.001
Si	9.522	-1.352	13.606	-0.007	0.003	0.004
Si	-4.091	1.342	13.597	0.011	-0.008	0.001
Si	-1.378	4.065	13.597	-0.003	0.005	0.005
Si	-4.077	6.798	13.594	0.002	-0.007	0
Si	-1.362	9.53	13.591	0.003	-0.003	0.002
Si	-4.091	-4.075	13.606	0.004	-0.001	0.005
Si	-1.375	-1.365	13.608	-0.001	-0.004	0
Si	-0.014	-0.006	14.964	0.003	0.005	0.006
Si	2.737	2.702	14.946	-0.001	0.006	-0.002
Si	-0.012	5.43	14.934	0.006	-0.004	-0.005
Si	2.734	8.167	14.917	-0.001	-0.004	-0.006
Si	-0.016	-5.413	14.945	0.002	-0.002	-0.001
Si	2.721	-2.708	14.976	0.004	0.002	-0.002
Si	5.447	-0.011	14.959	0.008	0.001	-0.002
Si	8.168	2.696	14.968	-0.006	-0.02	0.006
Si	5.476	5.424	14.95	-0.005	-0.002	-0.007
Si	8.169	-8.154	14.967	-0.003	-0.01	0.003
Si	5.452	-5.424	14.942	-0.008	0.001	0.003
Si	8.171	-2.709	14.97	0.002	0.002	0.007
Si	-5.444	-0.002	14.983	0.004	0.011	0.001
Si	-2.736	2.691	14.958	-0.011	0.003	-0.005
Si	-5.43	5.422	14.944	0.006	0.002	-0.002
Si	-2.725	8.171	14.948	-0.003	0.005	0.002
Si	-5.45	-5.429	14.974	-0.004	-0.004	0.003
Si	-2.755	-2.705	14.977	0.002	-0.002	0.003
O	4.263	-3.988	23.115	0.196	0.188	0.235
O	-0.538	0.374	25.099	0.264	-0.03	-0.07
O	7.58	2.851	24.943	-0.183	-0.382	-0.249
O	2.901	5.474	21.712	-0.045	0.026	0.188
O	0.844	-7.088	22.911	-0.149	0.282	0.376
O	-6.866	1.399	25.974	0.213	-0.666	0.554
O	-4.368	-0.767	-1.402	0.003	0.321	-0.108
O	5.343	2.739	22.121	-0.225	-0.135	0.087
O	-3.32	-6.507	22.761	0.256	-0.223	0.069
O	-7.687	-2.417	-4.297	0.106	0.035	0.741
O	3.106	-5.616	-6.59	0.069	-0.075	0.493
O	-1.088	-4.563	-1.28	-0.434	-0.169	-0.582
O	-0.392	1.58	-6.975	0.118	-0.034	-0.037
O	-3.794	-4.439	24.286	0.153	0.456	0.136
O	-1.447	1.957	23.11	-0.4	0.584	0.21
O	1.8	-1.044	23.046	0.192	-0.479	0.173
O	-2.09	-6.346	25.044	0.144	0.285	0.396
O	-5.325	-8.131	22.12	0.074	-0.088	0.262
O	5.409	-5.421	-0.538	0.222	-0.085	-0.626
O	6.068	-6.999	22.863	-0.316	0.08	-0.048
O	-2.557	1.308	-5.352	-0.09	0	-0.417
O	1.037	4.729	-1.402	0.447	-0.096	-0.347
O	-2.656	-8.077	-0.345	0.175	-0.118	-0.649
O	-2.639	-1.118	25.363	0.196	-0.238	-0.131
O	2.675	-5.544	21.956	0.047	-0.023	0.304
O	2.958	-2.774	-3.772	0.23	-0.078	-0.16
O	-3.955	-4.713	-5.757	0.1	-0.177	0.222
O	-0.866	7.241	22.881	-0.194	-0.009	0.273
O	-3.876	3.368	-1.13	-0.422	-0.227	-0.123
O	-8.147	2.685	-0.423	-0.122	0.069	-0.437
O	2.76	6.4	-3.869	-0.121	0.28	0.356
O	4.851	1.74	-3.851	-0.244	0.477	-0.303
O	-0.713	6.683	-1.123	0.115	0.355	-0.249
O	-7.49	6.722	-1.199	-0.092	0.42	-0.09
O	8.133	-5.542	22.232	0.01	-0.088	0.228
O	-0.095	-8.104	25.149	0.507	0.042	0.433
O	-1.863	1.649	-1.384	0.117	-0.377	-0.471
O	-6.598	-6.843	-1.873	0.218	-0.29	0.476
O	2.006	-3.218	-6.158	-0.217	0.089	-0.137
O	7.388	5.072	-5.253	0.098	0.239	-0.117
O	4.837	7.011	22.799	0.107	-0.17	0.321
O	-2.692	3.133	-3.478	0.285	0.514	-0.207
O	1.657	6.89	23.663	0.125	0.144	0.041
O	-1.471	4.214	-1.41	-0.081	0.232	0.62
O	-5.049	-5.355	-3.463	0.479	-0.362	0.087
O	1.235	-4.232	-2.455	-0.026	-0.054	-0.28
O	8.058	-5.909	-3.657	-0.204	0.404	0.187
O	5.802	4.723	25.395	0.038	0.467	0.416
O	6.923	7.486	24.454	-0.15	-0.103	0.096
O	3.678	-5.255	25.45	-0.51	0.092	0.072
O	3.474	4.969	24.243	0.018	0.107	-0.535
O	-3.835	3.644	23.205	0.067	-0.633	0.107
O	4.224	2.632	25.151	-0.053	-0.18	-0.196
O	3.051	3.971	-4.935	0.278	-0.277	0.055
O	-4.414	-1.539	23.435	-0.376	-0.336	0.197
O	-8.015	5.395	25.125	0.396	-0.165	0.512
O	-1.478	-4.647	23.112	0.455	0.264	0.499
O	-6.893	7.762	25.452	0.438	-0.425	0.083
O	-4.54	2.857	-5.416	0.279	0.368	0.23
O	-2.773	-2.715	-0.497	0.037	-0.098	-0.249
O	-7.466	5.024	-3.224	0.269	-0.12	-0.1
O	-8.109	-2.739	-0.444	0.178	0.159	-0.593
O	-2.643	3.138	25.693	-0.097	-0.414	0.245
O	2.67	-8.154	-0.362	0.055	-0.184	-0.473
O	6.031	-6.008	25.904	0.001	0.048	-0.412
O	4.376	1.298	-1.341	0.422	0.015	-0.046
O	3.547	0.9	22.796	0.073	-0.322	0.264
O	-7.708	-6.116	25.949	-0.025	0.461	-0.388
O	-1.435	4.969	-6.051	-0.609	0.115	0.352
O	-4.571	0.647	24.887	0.179	0.285	0.035
O	4.87	5.723	-5.325	-0.117	0.328	-0.085
O	-6.258	1.057	-1.401	-0.335	0.211	-0.213
O	-7.003	3.365	-5.307	0.098	-0.17	0.083
O	1.748	-1.827	-1.497	0.103	0.248	-0.214
O	-5.069	-1.608	26.083	-0.045	0.116	0.126
O	-3.69	5.471	25.109	-0.349	0.294	-0.477
O	-4.316	1.191	-3.276	0.118	0.224	0.279
O	-1.321	-0.778	-6.166	0.117	-0.338	0.454
O	7.297	2.866	-3.715	-0.192	-0.218	0.414
O	6.875	0.206	-3.186	0.394	-0.006	0.319
O	-0.132	2.954	25.194	0.43	0.213	-0.072
O	2.922	7.521	-6.162	0.142	0.411	0.241
O	-2.445	7.63	26.221	-0.273	0.142	0.021
O	-4.229	-6.142	-1.151	0.407	0.191	-0.21
O	6.999	4.547	23.017	-0.121	0.448	0.128
O	-7.251	6.732	23.061	-0.245	-0.359	-0.091
O	1.912	-3.749	24.426	-0.197	-0.486	-0.578
O	4.535	4.655	-2.945	-0.138	-0.581	-0.009
O	-6.623	-4.949	-5.512	0.026	0.022	-0.331
O	0.849	-5.386	-5.232	-0.164	0.212	0.432
O	6.642	-1.42	26.004	0.672	-0.476	-0.165
O	-6.291	-4.189	23.413	0.144	0.173	0.182
O	6.076	-1.442	23.397	-0.257	0.017	0.081
O	6.217	-2.468	-3.488	-0.367	-0.406	0.174
O	-1.3	5.26	26.197	0.277	0.236	-0.247
O	2.39	0.593	25.101	-0.411	-0.309	0.327
O	-5.684	-4.083	26.059	-0.236	-0.088	0.475
O	-2.755	-0.003	22.16	0.154	-0.144	0.561
O	-7.877	7.808	-3.447	0.323	-0.113	-0.499
O	6.71	-1.61	-5.879	-0.246	-0.103	-0.012
O	6.211	4.333	-1.005	0.088	-0.002	-0.378
O	-6.066	-0.634	-3.432	-0.08	-0.122	-0.111
O	3.655	-1.195	-6.063	0.126	0.233	0.356
O	8.075	0.04	22.44	-0.151	-0.101	0.577
O	1.158	4.341	23.106	-0.207	-0.139	0.458
O	7.826	-6.789	-6.087	-0.214	0.035	-0.025
O	1.364	5.29	25.654	-0.477	-0.234	-0.003
O	4.413	-0.669	-2.988	-0.536	-0.225	0.028
O	-6.212	-1.118	-6.071	0.347	0.284	-0.001
O	-5.44	5.35	-0.392	-0.018	-0.227	-0.236
O	1.354	3.63	-6.933	0.176	0.299	-0.453
O	1.08	-7.863	-4.442	0.276	-0.089	0.297
O	2.039	1.629	-5.416	0.259	-0.117	-0.315
O	6.551	7.199	-6.521	-0.454	0.15	0.275
O	-5.215	3.189	25.242	-0.447	0.13	0.458
O	-2.584	5.519	22.029	0.122	0.176	0.133
O	-0.541	-6.131	-3.268	-0.398	-0.113	0.175
O	3.608	-3.676	-1.368	0.161	0.337	-0.443
O	0.446	3.665	-4.58	-0.107	-0.397	0.518
O	4.836	0.083	25.257	-0.011	0.027	-0.111
O	-1.179	-7.071	-5.7	-0.247	-0.157	0.419
O	7.15	-7.138	-1.491	-0.25	-0.581	-0.18
O	4.364	-2.582	25.159	0.007	0.135	0.365
O	-0.192	0.865	-4.373	-0.153	0.241	0.506
O	0.988	1.479	23.215	-0.025	0.293	-0.488
O	4.516	6.427	-1.088	-0.031	0.269	-0.532
O	0.779	6.135	-5.568	-0.018	0.081	-0.571
O	4.477	-7.754	24.82	-0.593	-0.189	-0.178
O	-5.471	-6.358	24.805	0.225	-0.427	-0.366
O	2.312	0.894	-3.029	-0.213	0.282	0.275
O	6.204	-1.214	-1.148	-0.21	0.108	-0.006
O	2.711	2.927	-0.366	0.096	0.132	-0.394
O	1.477	-0.952	-4.8	-0.621	-0.029	-0.295
O	7.129	-4.231	-5.385	-0.397	-0.02	-0.297
O	-6.405	1.713	23.33	-0.078	0.218	-0.002
O	0.007	-0.025	-0.585	-0.125	0.14	-0.249
O	6.605	6.282	-2.634	-0.357	0.277	-0.117
O	0.031	-2.767	22.141	0.025	0.006	0.39
O	-5.183	-2.914	-4.437	0.606	0.22	0.014
O	0.821	-6.419	-1.095	-0.388	-0.153	-0.435
O	-0.307	-2.262	25.073	-0.372	-0.026	-0.552
O	-6.191	-4.329	-1.304	0.171	0.568	-0.284
O	-0.662	5.636	-3.457	-0.422	0.228	-0.045
O	6.8	1.121	-5.579	0.281	0.12	-0.198

Results
total energy: -101654.446 eV
total energy less fixed offsets of O -438.25, Si -107.07 eV per atom: -1.246 eV
